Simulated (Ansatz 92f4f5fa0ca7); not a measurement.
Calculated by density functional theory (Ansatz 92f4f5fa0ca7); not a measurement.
Periodic cell of 212 atoms, Si132O80, from a study of silicon, its oxide and their interface. The atomic structure is a simulated model.
Doubt: the cutoff is far below the 930 eV that the study's wrapper takes by default for these files, so forces and energies are approximate.
This geometry differs little from another in the collection (a relaxation step or a small displacement).

Settings: functional PBE; potential files Ansatz PAW; basis plane waves; wave-function cutoff 580 eV; density cutoff ratio 5; exchange-correlation grid ratio 1; k mesh 1 x 1 x 1, Gamma-centred; self-consistency stop 5e-08 eV per atom in the density residual; occupations fixed; spin none; net charge 0.

Cell vectors (angstrom)
a  10.938  0  0
b  0  10.938  0
c  0  0  31.6073

Atoms and the computed forces on them: element, x, y, z (angstrom), force x, y, z (eV/angstrom)
Si  -0.2387  0.5146  24.5288  0.7334  -0.1671  0.0619
Si  5.971  -0.2498  24.0007  -0.3169  0.6124  -0.2813
Si  2.2075  3.2258  24.4049  0.3476  -0.3872  -0.0205
Si  8.9123  2.0967  24.0523  -0.2872  0.2128  -0.5414
Si  0.4309  4.8966  24.2292  -0.3986  0.2892  -0.0687
Si  4.9142  6.1608  24.0845  0.4346  -0.4501  -0.0603
Si  3.1576  7.8035  24.1538  -0.3888  0.4117  -0.2003
Si  7.7372  8.9596  24.1534  0.5329  -0.3655  0.0336
Si  1.3228  1.5972  25.8563  -0.1144  0.0028  0.1382
Si  6.977  1.3818  25.3472  0.0082  0.0723  0.0545
Si  4.1085  4.2516  25.3496  -0.003  0.0788  -0.0088
Si  9.5458  4.0233  25.4016  -0.0093  0.0288  -0.0449
Si  1.3761  6.7986  25.392  0.0554  -0.0869  -0.1165
Si  6.797  7.0099  25.2931  -0.0441  0.1162  -0.0345
Si  4.1683  9.6515  25.2941  -0.1111  -0.0686  0.0657
Si  9.548  9.6717  25.5359  -0.1437  -0.0255  -0.0688
Si  2.7609  0.0103  26.8003  0.0462  -0.0434  -0.0064
Si  8.1803  0.0535  26.8881  0.0536  0.003  0.0667
Si  -0.1532  2.8766  27.0134  0.0577  -0.0236  0.1074
Si  5.5013  2.7803  26.6906  -0.0701  -0.0894  0.0415
Si  2.73  5.488  26.8401  -0.0563  -0.0754  0.0061
Si  8.1491  5.5134  26.6817  0.0352  0.0217  0.1045
Si  -0.0071  8.1903  26.7655  0.0192  0.004  0.0718
Si  5.4571  8.261  26.8003  -0.0871  0.0715  -0.0069
Si  4.1018  1.3673  28.1891  0.4587  0.1761  -0.5553
Si  9.5708  1.3673  28.1891  -0.4753  -0.0157  1.1215
Si  1.3673  4.1018  28.1891  0.0686  0.6448  0.7419
Si  6.8362  4.1018  28.1891  0.0015  0.2312  -0.7539
Si  4.1018  6.8362  28.1891  0.033  0.3042  -0.0208
Si  9.5708  6.8362  28.1891  -0.1398  -0.1837  -0.6559
Si  1.3673  9.5708  28.1891  0.1159  -0.156  -0.4647
Si  6.8362  9.5708  28.1891  -0.1438  0.0862  0.244
Si  0  0  29.5563  -0.0344  0.072  -0.0364
Si  5.469  0  29.5563  0.1195  0.0337  0.0477
Si  2.7345  2.7345  29.5563  -0.048  0.0106  -0.0661
Si  8.2035  2.7345  29.5563  0.0893  -0.1706  0.0789
Si  0  5.469  29.5563  0.2534  0.0486  0.1015
Si  5.469  5.469  29.5563  0.0252  0.0232  -0.0501
Si  2.7345  8.2035  29.5563  0.0239  -0.0287  0.0164
Si  8.2035  8.2035  29.5563  -0.0372  0.0155  -0.0504
Si  1.3673  1.3673  30.9236  0.0443  -0.0443  -0.0116
Si  6.8362  1.3673  30.9236  -0.0653  0.1258  0.0062
Si  4.1018  4.1018  30.9236  -0.0302  -0.0106  -0.0039
Si  9.5708  4.1018  30.9236  -0.0928  0.0215  -0.0324
Si  1.3673  6.8362  30.9236  -0.1133  0.096  0.0233
Si  6.8362  6.8362  30.9236  0.0283  -0.0025  -0.0018
Si  4.1018  9.5708  30.9236  -0.08  0.0237  -0.0242
Si  9.5708  9.5708  30.9236  0.0305  -0.0618  -0.0111
Si  2.7345  0  0.6835  0.0279  -0.0085  0.0492
Si  8.2035  0  0.6835  0.0289  0.009  -0.0056
Si  0  2.7345  0.6835  0.018  0.0125  0.0063
Si  5.469  2.7345  0.6835  0.0407  -0.0945  0.0302
Si  2.7345  5.469  0.6835  -0.0161  -0.0131  -0.0001
Si  8.2035  5.469  0.6835  0.0576  -0.0214  0.0325
Si  0  8.2035  0.6835  0.0596  0.0186  0.0422
Si  5.469  8.2035  0.6835  0.0207  0.0088  0.0056
Si  4.1018  1.3673  2.0507  -0.0674  0.1  -0.0073
Si  9.5708  1.3673  2.0507  -0.061  -0.0059  0.0294
Si  1.3673  4.1018  2.0507  0.0148  -0.0365  0.0225
Si  6.8362  4.1018  2.0507  -0.0242  -0.0126  -0.0004
Si  4.1018  6.8362  2.0507  -0.0603  0.0165  0.0338
Si  9.5708  6.8362  2.0507  -0.0633  0.0381  0.0077
Si  1.3673  9.5708  2.0507  -0.0708  -0.0386  -0.0002
Si  6.8362  9.5708  2.0507  -0.004  -0.0371  0.017
Si  0  0  3.418  0.0501  -0.2104  0.4269
Si  5.469  0  3.418  -0.0299  -0.1806  0.3921
Si  2.7345  2.7345  3.418  0.1863  -0.0273  -0.6268
Si  8.2035  2.7345  3.418  -0.0739  -0.1111  -0.38
Si  0  5.469  3.418  0.0656  -0.0208  0.4158
Si  5.469  5.469  3.418  0.046  -0.1907  0.5618
Si  2.7345  8.2035  3.418  -0.16  -0.1156  -0.3547
Si  8.2035  8.2035  3.418  -0.1343  -0.2182  -0.4381
Si  1.4585  1.3631  4.7625  -0.0221  0.0464  -0.1111
Si  6.8742  1.3728  4.7959  -0.0111  0.0133  -0.071
Si  4.0783  4.0213  4.8189  0.065  0.0476  -0.1033
Si  9.5541  4.0421  4.7873  0.0801  -0.0004  -0.1542
Si  1.4222  6.8421  4.8229  -0.0254  -0.0635  -0.0972
Si  6.8877  6.8398  4.8187  -0.0404  -0.0129  -0.0493
Si  4.0717  9.4974  4.8022  0.0928  0.0171  -0.1497
Si  9.5435  9.4839  4.7957  0.0577  0.0279  -0.1865
Si  2.757  -0.0299  6.1685  -0.0402  -0.0206  0.0039
Si  8.1841  -0.0777  6.1342  0.0251  0.036  0.1136
Si  0.0692  2.6922  6.0924  -0.0693  -0.0679  -0.1372
Si  5.4527  2.6412  6.2184  -0.0229  0.048  -0.1716
Si  2.7477  5.4061  6.2209  0.0045  0.0538  -0.0841
Si  8.2177  5.3939  6.2001  -0.0978  0.0202  -0.1746
Si  -0.0448  8.1143  6.1961  0.0313  -0.0498  -0.1026
Si  5.4071  8.1039  6.2006  0.0616  -0.0147  -0.1485
Si  4.591  0.7888  7.5047  -0.5168  0.4547  0.4498
Si  10.0781  0.8585  7.2698  -0.3766  0.3773  0.1021
Si  0.9105  4.4757  7.4354  0.499  -0.6834  0.506
Si  6.3581  4.4805  7.4134  0.5441  -0.627  0.3867
Si  4.643  6.1686  7.4857  -0.6253  0.5392  0.5599
Si  10.0937  6.1717  7.4427  -0.523  0.6387  0.5575
Si  0.9189  9.9449  7.3505  0.3631  -0.3962  0.2061
Si  6.3151  9.9453  7.3693  0.3911  -0.5102  0.2025
O  9.6568  -1.1911  12.4822  0.063  -0.0136  -0.1864
O  4.0659  1.2555  9.056  0.2837  -0.1285  -0.4915
O  6.7564  9.1573  8.7942  -0.2447  0.2333  -0.2896
O  1.6239  9.146  8.656  -0.1504  0.0885  -0.2307
O  10.3016  11.7499  10.7708  -0.1245  0.134  -0.2007
O  4.2872  6.3238  9.1208  0.3371  -0.1472  -0.4701
O  6.741  3.9116  8.9422  -0.2598  0.2217  -0.3837
O  0.3552  0.6683  15.5687  0.0091  -0.0127  0.0966
O  16.0843  -11.0351  11.0406  0.0493  0.0195  -0.1796
O  5.302  5.8551  22.4722  -0.1925  0.1378  0.319
O  2.6824  8.2108  22.5976  0.1927  -0.0204  0.2218
O  -0.3812  5.0433  22.7402  0.1822  -0.1772  0.3409
O  8.5426  8.6951  22.7165  -0.2609  0.0862  -0.0185
O  5.0894  5.589  19.8393  0.0205  -0.0187  0.0904
O  5.7022  11.5832  22.5319  0.2811  -0.3499  0.4941
O  8.7223  2.2417  22.3467  0.0711  -0.0193  0.47
Si  8.886  3.8546  16.7702  -0.0318  -0.0021  -0.0013
Si  -1.9915  12.3594  10.0402  0.1093  -0.0797  0.345
Si  -5.2974  6.5296  21.0429  0.0283  0.0009  -0.4132
Si  -7.1246  22.5553  10.5615  0.0639  -0.0105  0.3917
Si  7.2182  3.9431  10.4914  -0.0979  0.2167  0.3285
Si  -1.4719  5.9491  10.558  0.0123  -0.0361  0.4488
Si  2.0531  11.7768  22.5042  -0.287  0.2812  0.1063
Si  4.2358  -0.9334  14.8439  0.0183  0.0198  0.0403
Si  5.9493  10.1885  12.2869  0.1167  0.0259  0.2617
Si  -3.332  -1.3173  10.0862  0.1376  -0.0765  0.495
Si  9.1096  12.3434  20.9845  -0.0374  0.1358  -0.2367
Si  0.2839  16.0877  21.26  -0.0854  -0.1006  -0.4298
Si  -9.2261  7.4095  18.667  -0.0583  -0.1928  -0.1485
Si  12.4612  7.9991  21.4898  0.017  0.0256  -0.2555
Si  9.6232  9.2387  21.6274  -0.1865  -0.147  -0.2415
Si  -1.0031  5.9817  18.5835  -0.1257  0.0607  -0.2255
Si  3.9315  7.942  17.0791  0.0704  0.0626  -0.0926
Si  -5.5622  9.0568  19.5926  0.1531  -0.1786  -0.3203
Si  -7.3856  13.3012  18.8954  -0.0571  0.1211  -0.2131
Si  2.6897  13.722  12.6171  0.0365  0.1907  0.1021
Si  6.5721  3.7538  14.9685  0.0416  -0.0442  -0.0642
Si  4.6519  11.5379  21.267  -0.1369  0.0613  -0.5044
Si  4.0205  5.4631  18.6227  -0.1062  -0.0442  -0.0826
Si  5.052  4.7501  12.564  -0.1236  -0.0749  0.0848
Si  -5.574  12.34  16.6713  0.0144  0.0322  -0.0064
Si  -2.977  18.5995  19.7088  -0.1909  -0.1157  -0.3859
Si  -0.9049  -2.2782  11.3101  -0.1392  0.02  0.3778
Si  12.1473  4.4223  10.5178  -0.0213  0.0476  0.5065
Si  3.6043  17.4859  10.5782  0.0439  -0.1573  0.2605
Si  8.0279  12.4173  18.2911  -0.051  0.1372  -0.2303
Si  12.4533  11.5999  14.394  -0.0669  0.079  -0.0659
Si  9.8005  12.0735  16.0768  -0.0011  -0.0124  -0.0926
Si  -0.6334  11.256  12.3255  0.0062  -0.0951  0.3016
Si  18.9209  12.1493  13.8452  0.0358  -0.0225  0.0474
Si  2.0134  9.1582  10.2295  -0.1122  0.015  0.3589
Si  0.8863  13.3336  20.223  0.1081  0.0689  -0.2256
O  15.0082  12.3561  17.6697  -0.0145  -0.0137  0.0679
O  1.2879  6.402  21.3671  0.0597  -0.0277  0.1282
O  3.5873  1.7884  11.7142  0.0325  -0.0993  -0.1808
O  4.8812  9.6406  13.3862  -0.051  -0.0175  -0.065
O  4.4981  19.8547  18.2463  0.0112  0.0484  0.1985
O  -3.6826  6.7212  20.8552  0.0426  0.0409  0.1341
O  -2.4062  11.4452  15.2224  0.0207  0.0289  0.0424
O  1.901  2.2596  18.9417  -0.0261  -0.0224  0.1736
O  3.9394  3.8659  18.3854  0.0118  0.0007  0.0599
O  1.4724  14.2264  11.6616  -0.0423  -0.0245  -0.1751
O  5.8609  4.8667  13.9928  0.005  0.0075  0.0341
O  -1.6894  8.4825  20.2378  0.203  0.1504  0.1898
O  10.2093  13.1633  20.044  -0.1191  -0.1156  0.0948
O  2.3058  18.9461  17.2696  0.0181  -0.0164  0.1249
O  -6.632  8.5806  15.643  0.0208  -0.0595  -0.0366
O  7.888  12.1595  19.8992  0.0525  -0.0221  0.1491
O  2.6835  10.5267  14.7581  0.0288  -0.0495  0
O  2.5179  -0.2919  10.6049  -0.0453  0.0384  -0.121
O  5.2408  10.5561  20.1269  -0.0294  0.1076  0.2224
O  4.2336  12.8869  20.3593  0.0467  -0.1336  0.2583
O  -6.3042  17.0926  11.8103  -0.0312  0.0964  -0.1573
O  12.2973  14.8326  8.979  -0.2485  0.2026  -0.6059
O  -0.327  15.7768  10.8156  0.0353  -0.0315  -0.1057
O  9.4529  12.6908  8.5455  0.103  -0.1053  -0.1136
O  -10.7721  18.011  18.3538  0.0337  0.0437  0.0644
O  11.7761  11.1626  12.9776  0.0283  0.0083  -0.055
O  -1.3768  10.854  21.4715  0.0676  -0.102  0.1277
O  -2.7968  14.0312  18.0128  -0.0008  -0.0603  0.0827
O  -1.5589  0.7618  17.6286  -0.0143  -0.0076  0.0141
O  -2.4598  6.7082  18.4938  0.0513  0.0428  0.1968
O  1.0506  10.9792  23.5078  -0.1615  -0.1559  -0.2851
O  5.1163  11.1823  15.5503  0.0046  -0.0038  0.0018
O  11.1225  8.7614  22.0067  0.068  0.099  0.1752
O  9.3751  1.4382  13.036  0.0543  -0.0194  -0.1003
O  4.4728  17.3286  17.3169  0.0267  -0.004  0.0271
O  -9.7509  12.0961  21.1919  0.0274  -0.1899  0.1334
O  3.1917  8.119  10.6572  0.029  0.0852  -0.1017
O  13.4681  16.9558  18.9993  -0.0094  0.065  0.0392
O  6.6682  0.9665  17.5516  0.0727  0.0074  0.0815
O  1.1864  3.8384  20.912  0.0121  0.071  0.1646
O  -1.1838  2.7684  15.9047  0.0419  0.0312  0.0617
O  -2.9474  -5.6029  10.8373  0.029  0.0839  -0.1418
O  7.7556  11.2471  10.0646  -0.1002  0.0468  -0.1584
O  0.6876  8.7734  11.0803  0.1823  0.0306  -0.2347
O  9.5961  6.4849  9.0231  0.2657  -0.0206  -0.4737
O  -2.6525  2.7357  10.7273  -0.0096  -0.0757  -0.093
O  5.5718  2.8669  15.9386  -0.0024  0.0447  -0.0042
O  5.9348  3.8605  11.504  0.1105  -0.0841  -0.1932
O  6.9049  19.682  19.1201  -0.0066  0.0203  0.1554
O  -1.2707  -3.8093  11.684  -0.0464  -0.154  -0.2137
O  1.8863  8.4472  19.9383  -0.0828  0.0351  0.2916
O  7.3114  2.6683  14.0084  0.0171  -0.0425  -0.0175
O  -3.2202  4.5348  15.8452  -0.0284  -0.0061  0.0168
O  -0.8277  16.2513  20.0702  0.0629  0.0152  0.2121
O  -8.7018  16.6091  10.7293  0.0135  0.0185  -0.1015
O  3.3129  10.9115  21.9757  0.0175  -0.2128  0.094
O  -7.2798  14.9632  12.993  0.021  -0.0161  -0.0097
O  -1.8045  9.0417  9.9961  -0.0582  -0.0153  -0.2366
O  4.9692  8.0146  20.7964  -0.063  0.035  0.1853
O  -0.9806  4.9225  17.3534  0.0629  0.0098  0.0736
O  2.6376  13.1845  23.1124  -0.0728  0.0656  -0.0892
O  6.8972  9.1012  11.4925  0.0445  0.0593  -0.2141
O  -4.002  11.2127  13.0677  -0.1459  -0.0584  -0.1127
O  -8.7636  13.0695  14.0367  -0.001  -0.0411  -0.0001

Results
free energy: -129408.295 eV
free energy less fixed offsets of O -568.88, Si -635.61 eV per atom: 2.625 eV

The program warned: the cutoff lies below the one the program advises for these potential files; the forces do not sum to zero within the program's tolerance; the exchange-correlation potential is rough where the density is thin.
